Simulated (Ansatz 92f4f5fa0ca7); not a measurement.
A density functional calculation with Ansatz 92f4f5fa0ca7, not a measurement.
Periodic cell of 259 atoms, Si165O94, from a study of silicon, its oxide and their interface. The atomic structure is a simulated model.
Doubt: the cutoff is far below the 930 eV that the study's wrapper takes by default for these files, so forces and energies are approximate.

Settings
functional: PBE
potential files: Ansatz PAW
basis: plane waves
wave-function cutoff: 580 eV
density cutoff ratio: 5
exchange-correlation grid ratio: 1
k mesh: 1 x 1 x 1, Gamma-centred
self-consistency stop: 5e-08 eV per atom in the density residual
occupations: fixed
spin: none
net charge: 0

Cell vectors (angstrom)
a 10.938 0 0
b 0 10.938 0
c 0 0 38.1855

Atoms and the computed forces on them: element, x, y, z (angstrom), force x, y, z (eV/angstrom)
Si 0 0 0.683 0.0383 0.0099 -0.0066
Si 5.469 0 0.683 0.0128 0.006 -0.0025
Si 2.7345 2.7345 0.683 -0.001 0.0399 0.0073
Si 8.2035 2.7345 0.683 -0.0156 0.0246 -0.0222
Si 0 5.469 0.683 0.0408 0.0179 -0.0107
Si 5.469 5.469 0.683 -0.0283 0.0037 -0.01
Si 2.7345 8.2035 0.683 0.0138 0.0179 -0.0121
Si 8.2035 8.2035 0.683 -0.0334 0.0407 -0.0029
Si 1.3673 1.3673 2.0503 -0.0312 -0.0173 0.0133
Si 6.8362 1.3673 2.0503 0.0436 0.019 -0.0938
Si 4.1018 4.1018 2.0503 -0.0361 -0.0048 0.0654
Si 9.5708 4.1018 2.0503 -0.0398 -0.0841 -0.1207
Si 1.3673 6.8362 2.0503 -0.0612 -0.0101 -0.1062
Si 6.8362 6.8362 2.0503 0.0028 0.0432 -0.0152
Si 4.1018 9.5708 2.0503 -0.1293 -0.0073 -0.1436
Si 9.5708 9.5708 2.0503 -0.0579 0.0253 0.0604
Si 2.7345 0 36.134 0.0241 0.1012 0.0218
Si 8.2035 0 36.134 0.0698 -0.1252 0.0495
Si 0 2.7345 36.134 0.1371 0.0671 0.0993
Si 5.469 2.7345 36.134 0.0415 -0.044 -0.0677
Si 2.7345 5.469 36.134 -0.0036 -0.0046 -0.0118
Si 8.2035 5.469 36.134 0.0199 0.0308 -0.0102
Si 0 8.2035 36.134 -0.0573 0.0761 -0.0244
Si 5.469 8.2035 36.134 0.1083 -0.0486 0.0728
Si 4.1018 1.3673 37.5012 -0.0295 0.006 0.0195
Si 9.5708 1.3673 37.5012 0.0244 -0.0509 -0.0082
Si 1.3673 4.1018 37.5012 0.0134 -0.045 0.0184
Si 6.8362 4.1018 37.5012 0.0453 -0.05 -0.0062
Si 4.1018 6.8362 37.5012 -0.0512 0.0355 -0.0065
Si 9.5708 6.8362 37.5012 -0.0079 -0.0101 0.0138
Si 1.3673 9.5708 37.5012 -0.036 -0.0024 -0.0102
Si 6.8362 9.5708 37.5012 0.017 -0.0403 0.014
Si 1.6265 1.5544 29.5412 0.2229 0.006 -0.1807
Si 5.23 0.2671 27.851 0.1141 -0.2793 -0.1212
Si 3.2148 2.667 28.1067 0.0306 0.0128 -0.3793
Si 9.2315 2.4353 27.3881 0.0306 -0.2365 -0.2831
Si -0.0281 5.8163 28.0347 -0.2593 0.183 -0.2374
Si 6.6916 6.8453 27.0072 0.0131 -0.213 0.2727
Si 2.3113 8.826 28.0302 0.0469 0.0964 -0.1258
Si 9.1688 8.4461 27.4665 -0.0506 -0.1739 -0.0551
Si 0.2414 0.1554 28.3196 0.3797 0.1619 -0.471
Si 6.8676 1.296 29.1822 -0.1721 -0.0687 -0.2129
Si 4.4378 4.3349 29.4045 0.0702 -0.0129 -0.0671
Si 9.7509 4.0653 29.0968 -0.0176 0.1244 0.022
Si 1.4405 7.0015 29.3699 0.3134 0.0749 -0.2166
Si 6.2173 6.0931 29.2084 -0.0265 0.0689 0.129
Si 4.1088 9.6539 29.2885 -0.0185 0.1007 -0.1566
Si 9.7025 9.6531 29.4031 0.0208 0.0589 0.0605
Si 2.8459 0.0286 30.8001 0.1052 -0.0547 0.2367
Si 8.1766 -0.0168 30.634 0.0788 -0.0236 0.1076
Si 0.0684 2.8254 30.6893 -0.0881 0.0935 0.1834
Si 5.6038 2.7181 30.6776 -0.0932 0.0345 0.1004
Si 2.8279 5.5266 30.676 -0.2436 0.0767 0.0027
Si 8.1382 5.2977 30.4666 0.1175 0.1279 -0.0703
Si 0.0226 8.2206 30.7556 -0.0997 -0.0713 0.3038
Si 5.4399 8.0656 30.506 0.0467 -0.003 -0.0959
Si 4.2128 1.4112 32.0978 -0.0803 -0.1914 -0.0332
Si 9.595 1.3731 31.9979 -0.0173 0.0211 -0.0823
Si 1.4171 4.1841 32.0473 -0.0768 -0.0035 0.0021
Si 6.9319 4.0569 32.0702 -0.1138 -0.0226 -0.0529
Si 4.1179 6.8967 32.0688 0.0263 -0.1622 -0.0048
Si 9.4917 6.7735 31.939 0.069 -0.0179 -0.1614
Si 1.3989 9.5936 32.1103 0.0247 -0.0262 -0.0667
Si 6.819 9.4805 31.9385 -0.061 0.0005 -0.0627
Si 0.0043 0.0297 33.4074 0.0286 -0.0462 0.0239
Si 5.5306 -0.0441 33.3935 -0.0721 0.0164 -0.0636
Si 2.769 2.7712 33.4068 0.0383 -0.0091 -0.0156
Si 8.2657 2.7052 33.4335 -0.0262 0.0288 -0.0191
Si -0.0222 5.5013 33.3785 0.0225 -0.0352 -0.0767
Si 5.5082 5.4695 33.3764 0.0373 0.0314 -0.0354
Si 2.7542 8.2204 33.455 -0.0686 0.0172 0.0012
Si 8.1989 8.1721 33.3563 -0.0252 -0.0072 -0.0406
Si 1.3853 1.3919 34.767 -0.012 -0.0057 -0.0433
Si 6.8554 1.3563 34.7704 0.0716 -0.0514 0.003
Si 4.1309 4.1283 34.7701 -0.0458 0.0079 -0.0284
Si 9.5956 4.1144 34.7734 0.0287 -0.0439 0.025
Si 1.359 6.8394 34.7708 -0.024 0.0693 -0.0022
Si 6.8427 6.8367 34.7635 -0.0178 0.0229 -0.0125
Si 4.1273 9.5885 34.786 -0.0259 0.0214 -0.0146
Si 9.5643 9.5648 34.7439 0.0324 0.016 -0.017
Si 2.7235 -0.0126 3.4142 0.0187 -0.0013 0.0358
Si 8.2038 0.016 3.424 -0.0292 -0.0008 0.008
Si -0.0231 2.7182 3.4149 0.0123 0.0263 0.058
Si 5.4703 2.7264 3.4116 0.0327 -0.0019 0.0125
Si 2.7144 5.4666 3.4143 -0.0122 0.0565 0.0177
Si 8.2026 5.4615 3.4043 -0.0008 -0.0395 0.0254
Si -0.0128 8.1877 3.4132 0.0437 0.0155 0.0092
Si 5.4551 8.2093 3.4031 -0.0199 0.0061 0.0396
Si 4.1047 1.3498 4.7688 -0.0271 0.0352 0.0465
Si 9.5546 1.3773 4.8296 0.0431 -0.0091 0.0323
Si 1.3204 4.1036 4.7697 0.0145 -0.0635 0.054
Si 6.8451 4.0929 4.7706 0.009 0.0447 0.053
Si 4.0638 6.8657 4.7659 0.0003 -0.02 0.0003
Si 9.5644 6.8125 4.7793 -0.0756 -0.0214 -0.0016
Si 1.3322 9.569 4.7767 -0.0185 -0.0143 0.0194
Si 6.7997 9.6007 4.7597 0.0131 0.0089 0.0239
Si -0.0404 -0.0483 6.1775 0.0403 0.0887 0.2072
Si 5.4725 0.0306 6.1917 -0.0001 -0.1062 0.0424
Si 2.6945 2.7065 6.0795 -0.0272 -0.0228 0.1471
Si 8.2061 2.7789 6.2147 -0.0588 0.0298 -0.0309
Si -0.0379 5.4445 6.1916 -0.0237 -0.0496 0.0295
Si 5.4293 5.4628 6.069 -0.0271 -0.0126 0.1523
Si 2.6948 8.2304 6.1565 0.0557 0.043 0.131
Si 8.1424 8.1871 6.0595 -0.1042 -0.0943 0.1023
Si 1.3826 1.3485 7.5163 -0.0199 -0.0924 -0.3175
Si 6.828 1.436 7.5853 -0.0331 0.0538 0.0039
Si 4.0581 4.0832 7.4194 -0.03 0.1156 0.0771
Si 11.0402 2.7164 8.8887 -0.1899 0.1094 0.0342
Si 1.3519 6.8111 7.5112 -0.0317 0.2026 0.0155
Si 6.741 6.8676 7.4348 -0.0894 0.0991 -0.0984
Si 4.0566 9.6224 7.5583 -0.0597 -0.013 -0.1024
Si 9.4362 9.5022 7.4844 0.0106 -0.1884 -0.0667
Si 2.8679 0.1903 8.9408 0.1421 0.0539 0.362
Si 8.0497 -0.115 8.8734 0.3058 0.3273 0.1823
Si -0.6122 1.3213 10.6237 0.0992 -0.0146 -0.2761
Si 5.4045 2.8196 8.884 -0.0634 0.0898 0.6113
Si 2.7516 5.4594 8.8373 -0.1251 -0.3061 0.1385
Si 6.4344 4.4602 10.2249 0.0187 -0.2509 -0.414
Si -0.0929 8.1271 8.842 0.2422 0.1753 0.4524
Si 5.3329 8.1651 8.8624 0.178 0.0418 -0.0272
Si 3.905 1.7432 10.3776 0.3606 0.5117 -0.2921
Si 9.5328 4.1355 7.6646 0.0198 0.0434 0.0558
Si 1.6202 3.8706 10.1972 0.2234 0.3455 0.1784
Si 7.9855 5.5428 8.8883 -0.1006 0.0542 0.1779
Si 4.1776 6.6618 10.2356 0.5064 -0.544 -0.1192
Si 8.6835 7.0215 10.5757 0.3799 -0.1206 -0.1223
Si 1.6362 10.1955 10.6638 0.0375 -0.1054 -0.7008
Si 6.7322 9.4583 10.2204 -0.1681 -0.3365 0.2783
O 10.301 1.1583 27.3161 -0.2194 0.1591 0.223
O 14.2257 5.7047 26.6967 -0.0424 0.0089 0.0499
O 2.7565 2.8454 10.8773 -0.1191 0.0119 -0.4023
O -13.8736 -13.3807 10.6311 -0.1464 0.0356 0.0185
O 13.8448 -2.5877 26.5755 -0.0051 -0.11 0.0796
O 9.7327 9.2243 26.1414 0.0795 0.0349 0.0498
O 5.3219 5.5287 10.8713 -0.2474 0.357 -0.2664
O 0.63 0.4241 11.2766 -0.1207 -0.0679 0.2595
O 7.3734 3.8047 11.4198 -0.1031 0.0444 -0.0146
O 4.5488 1.2088 11.8163 -0.0438 -0.0891 -0.1475
O 8.6322 6.5698 12.1342 -0.0613 -0.0267 -0.1077
O 9.1759 11.2896 10.013 -0.2228 -0.084 -0.1642
O 0.7247 4.5021 11.4507 0.1217 -0.1209 -0.2055
O 6.0172 9.9512 11.6536 0.0412 -0.0635 -0.2589
O 9.626 2.2628 11.7605 -0.0341 0.0267 0.1358
O 2.5391 9.3022 11.7343 -0.0406 -0.0534 0.1902
O 4.1567 1.469 27.4626 -0.0053 0.1242 0.2828
O 7.5557 8.2117 27.284 0.0092 0.1319 -0.0632
O 9.0684 2.8511 25.7993 0.0938 0.0746 0.261
O -1.1165 6.9447 27.4906 0.1889 -0.1882 0.2296
O 7.4865 5.8005 26.0212 0.0039 0.0017 0.1756
O 11.5836 16.1369 26.6552 0.0698 -0.0689 0.1801
O 29.6243 23.8454 27.9289 0.0599 0.0034 0.2588
O 5.7951 10.6354 26.3905 -0.199 0.0632 0.3073
Si 2.2918 7.0065 19.37 0.0806 0.058 -0.0555
Si 8.5227 -2.5409 18.6168 0.0288 0.0551 -0.0303
Si 4.4995 3.8636 15.632 0.0497 0.0739 -0.0595
Si 14.0051 6.2148 14.3712 -0.0837 -0.1988 0.1349
Si 5.8632 0.4486 12.4397 -0.1856 0.0122 -0.1682
Si 5.7716 14.2763 18.5265 0.0189 -0.0185 -0.2093
Si -5.8362 11.1065 22.1674 0.0122 0.0177 -0.0004
Si 7.989 2.311 17.0048 -0.0587 0.1099 -0.1021
Si 10.9737 -9.064 17.9213 0.0295 -0.094 -0.0958
Si 8.1045 13.5318 12.2307 0.0341 0.1446 0.1265
Si 7.6597 5.7493 19.5345 -0.103 0.0592 0.0144
Si 0.3968 -0.3745 16.0506 0.0034 0.0273 -0.0383
Si 9.8491 0.731 22.6797 -0.0607 -0.0234 0.0167
Si 2.8663 7.6794 11.9315 -0.1509 0.0633 0.1462
Si 8.1338 2.5914 24.4749 -0.171 -0.1357 -0.1348
Si 9.2848 9.5856 24.6251 -0.0331 0.0261 -0.2851
Si 18.6045 -0.9601 21.0403 0.0237 -0.0512 0.057
Si 14.7039 7.1135 25.9922 -0.0761 0.043 -0.2643
Si -1.888 6.3805 13.6847 -0.1335 0.0109 0.2233
Si 3.9328 -5.1106 21.3684 -0.0241 0.0268 0.0386
Si 7.3907 4.0357 14.748 -0.2207 0.2942 0.1096
Si -0.6214 6.517 20.0875 0.044 0.1512 0.1686
Si 7.7963 5.5416 24.4348 -0.0134 0.0675 -0.2155
Si 4.1587 -0.5313 17.2741 -0.0686 0.0306 -0.0698
Si 4.0324 2.8383 21.0875 0.0998 0.024 0.0201
Si 2.1989 6.1792 23.7391 -0.1283 0.1027 -0.1184
Si 2.1064 4.6834 26.1556 0.0187 0.0492 -0.1955
Si 6.6034 7.0919 22.0744 0.0548 0.017 0.021
Si 8.9038 -1.8955 15.4626 -0.0354 -0.0427 -0.0504
Si 1.2555 1.4964 20.6881 -0.0171 -0.0872 0.0952
Si 2.2966 8.186 16.4844 0.0161 0.0004 -0.0709
Si 11.8262 5.5412 12.6861 0.1993 -0.0344 0.2946
Si 3.1064 9.9045 20.1755 0.0676 -0.0144 0.0427
Si 2.3246 1.7489 16.1452 0.1061 0.0268 -0.1295
Si 6.4282 0.014 24.9218 0.0969 0.1838 -0.085
Si 6.6087 -0.0036 15.418 0.2145 -0.1318 0.1543
Si -0.7285 -4.0214 23.3007 0.0503 -0.0604 0.0007
O 5.7384 11.3115 14.0763 -0.0666 -0.001 -0.1832
O 7.6951 1.1303 15.9088 -0.08 -0.0658 -0.0601
O 10.4872 5.5987 13.6212 0.1276 -0.0349 -0.1201
O 2.4131 2.6129 20.9997 -0.0536 0.0148 -0.0141
O 17.8163 2.1813 18.1918 0.0023 -0.0342 0.0897
O 7.8295 5.5662 14.4112 0.0416 -0.021 -0.1109
O 12.3612 0.6628 15.2564 0.0091 -0.0177 0.1016
O 5.3403 7.3359 26.2457 -0.1694 0.0824 -0.0349
O 4.06 16.3507 15.3656 -0.039 0.1287 -0.0364
O 4.7313 2.7353 19.6142 -0.0393 -0.0466 0.0258
O 3.6071 9.1515 16.3824 0.0147 0.008 -0.0133
O 9.492 -2.6092 23.6184 -0.0562 0.0574 0.1035
O 13.3427 7.2466 17.7841 -0.0147 -0.0513 0.0793
O 9.2474 -3.1989 14.5605 0.0307 -0.0162 -0.0746
O 11.7252 -3.9704 23.8791 0.1165 -0.0439 0.0583
O 6.927 1.5658 24.8624 0.0233 0.0236 -0.0114
O 3.4211 7.039 24.3994 0.039 0.0078 0.2082
O -1.9622 2.0285 23.1792 -0.0183 0.0519 0.0927
O 7.4425 -1.3432 15.0084 -0.0661 0.0821 -0.0108
O 10.1959 -0.1337 24.0293 0.0208 -0.0065 0.1383
O 0.9095 -4.7331 19.6756 -0.005 -0.054 -0.0421
O 9.8918 7.9449 19.396 0.0002 -0.0359 0.0053
O 3.9953 10.0868 21.5317 -0.047 -0.027 -0.0115
O 7.1872 8.5866 21.7802 -0.0071 -0.0346 0.0062
O 5.3346 -0.2386 23.7311 -0.0132 -0.0604 0.019
O 13.4666 -4.9254 22.1723 -0.0273 -0.0435 0.0375
O 3.2836 0.8333 17.099 -0.0044 -0.0268 0.057
O 2.1466 5.0758 13.6365 -0.107 0.0552 -0.0826
O 4.4414 4.3114 21.6629 -0.0121 -0.0516 -0.0009
O 4.9986 -3.9657 21.8161 0.0171 0.0132 -0.034
O 11.2318 2.0592 19.5045 -0.0097 0.0889 -0.0071
O 0.2959 1.2318 21.9847 0.0839 0.0277 -0.0398
O 2.3863 8.4384 20.1691 -0.0225 0.0193 0.0102
O 5.788 3.6751 14.6261 0.0466 -0.056 0.0004
O 17.5487 4.6395 19.0242 0.0552 0.0497 0.0375
O -1.5639 5.7419 24.0638 0.0286 0.013 0.116
O -2.084 -2.1857 17.0699 -0.0164 -0.0045 0.053
O 10.2248 -4.2931 21.7053 -0.0182 -0.0285 -0.079
O 1.9472 0.1089 20.1776 -0.0186 -0.004 -0.0226
O 7.3322 6.0195 21.1035 0.0364 -0.0495 -0.0135
O 4.0925 -0.8984 18.8653 0.02 0.0021 0.0068
O 17.3976 0.104 21.2617 -0.0272 0.0246 0.0012
O 7.8133 3.7707 16.289 0.0558 -0.0619 0.0451
O 3.5459 6.0415 19.7965 -0.0305 0.0361 -0.0084
O 7.7045 9.9872 24.6141 -0.0123 -0.0974 0.0689
O 7.4647 7.1351 18.6635 0.0042 -0.0834 0.0062
O 9.2697 5.3685 19.5254 -0.0388 -0.0035 -0.0248
O 7.4273 4.0026 24.0564 0.0163 -0.0023 0.0568
O 9.4876 2.4014 17.5865 0.0422 0.0102 0.067
O 1.2433 2.5994 17.0542 -0.0428 -0.0025 0.0652
O 11.9305 -1.812 16.4939 0.0347 0.0266 0.0467
O 9.0106 -0.2557 21.6621 -0.0246 0.0139 -0.0185
O 7.2132 1.2566 12.0494 0.054 -0.0013 0.0368
O 3.7622 7.2253 13.2636 -0.0928 0.0861 -0.1794
O 5.6564 10.6694 16.7113 0.0033 0.0181 -0.0006
O 10.9659 0.3 17.4908 -0.0452 -0.0098 0.0381
O 2.1149 4.7265 24.5138 -0.0489 -0.0101 0.2193
O 14.2331 2.7827 15.316 -0.0816 -0.0717 0.0297
O 10.0233 -0.7304 15.1512 0.0008 0.0175 0.0254
O 4.918 3.7231 17.1919 -0.0132 -0.0091 0.0893
O 1.3536 7.0149 12.1108 0.062 0.0753 -0.1144
O 7.9168 -1.2587 19.4451 0.0028 -0.0376 -0.0586
O 2.1082 -3.7383 15.2264 0.0251 0.0183 0.0224
O 8.224 3.043 13.7834 0.0914 -0.2067 -0.2948
O 4.6127 12.6578 22.1096 -0.0131 0.007 -0.0169
O 6.8921 6.6197 23.6057 0.0081 0.017 -0.0143
O -0.7043 -14.7092 10.0516 0.1172 0.0883 -0.2293
O 24.305 3.2172 26.7509 -0.0064 -0.0447 0.1612
O -9.6864 -22.7956 27.5162 -0.0145 -0.1581 0.5185
O -10.1899 -1.7197 9.729 -0.3118 -0.4197 -0.116

Results
free energy: -158353.874 eV
free energy less fixed offsets of O -568.88, Si -635.61 eV per atom: -3.504 eV

The program warned: the cutoff lies below the one the program advises for these potential files; the exchange-correlation potential is rough where the density is thin.
